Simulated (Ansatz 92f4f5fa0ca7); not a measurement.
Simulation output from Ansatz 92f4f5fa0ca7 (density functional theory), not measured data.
Periodic cell of 157 atoms, Si96O55N6, from a study of silicon, its oxide and their interface. The atomic structure is a simulated model.

Settings
functional: r2SCAN
potential files: Ansatz norm-conserving
basis: plane waves
wave-function cutoff: 1300 eV
density cutoff ratio: 4
exchange-correlation grid ratio: 1
k mesh: 2 x 2 x 1, shifted by 0.5 0.5 0.5 of a step
self-consistency stop: 5e-08 eV per atom in the density residual
occupations: Fermi-Dirac, 0.05 eV
spin: none
net charge: 0

Cell vectors (angstrom)
a	10.88	0	0
b	0	10.88	0
c	0	0	22.5536

Atoms: element, x, y, z (angstrom)
Si	-1.03	-0.6521	0.0631
Si	1.7911	3.2375	-0.3315
Si	0.1754	5.8017	1.2897
Si	3.6824	7.2771	0.0242
Si	5.6799	0.1576	-0.6225
Si	9.129	3.0394	-1.0899
Si	4.6617	4.74	0.0901
Si	7.4076	8.3977	-0.1654
Si	0.5911	1.0476	0.781
Si	4.3609	2.8092	1.2113
Si	2.1381	7.2775	2.0869
Si	3.393	9.127	1.6033
Si	6.7371	1.9639	0.9167
Si	9.3388	3.615	1.229
Si	5.9085	6.9545	1.1082
Si	8.2385	9.1497	1.7619
Si	-0.2984	2.4213	2.7037
Si	2.2754	0.3334	2.0854
Si	-0.4639	8.3118	2.7035
Si	3.3969	4.5065	3.3052
Si	5.6831	2.1734	3.6848
Si	7.5003	0.2806	2.5603
Si	5.109	8.3871	2.891
Si	7.9056	5.5305	2.5213
Si	1.1483	3.6136	3.7534
Si	3.7484	0.8947	3.8656
Si	1.1684	9.713	4.0349
Si	4.1895	6.7221	4.0573
Si	7.2668	4.2082	4.1124
Si	9.3829	0.9772	3.8211
Si	6.9572	9.3202	4.1644
Si	9.2066	6.5017	4.0678
Si	-0.3834	0.0612	5.7256
Si	3.0846	2.6771	5.1038
Si	0.0389	5.1992	4.9571
Si	2.4177	7.8155	5.3255
Si	5.3574	-0.1431	5.4802
Si	8.247	2.6009	5.4695
Si	5.6414	5.2835	5.5053
Si	7.9579	7.818	5.7044
Si	1.0418	0.7388	7.3964
Si	3.8989	4.5603	6.8779
Si	1.3856	6.4381	6.6984
Si	3.7945	9.3255	6.378
Si	6.9547	1.3667	6.769
Si	9.6262	4.0762	6.7235
Si	6.9439	6.4203	7.1132
Si	8.9571	9.552	6.9761
Si	0.3021	2.9358	7.7775
Si	3.075	0.4944	7.0472
Si	0.3195	8.2941	7.3479
Si	2.6747	5.7704	8.2711
Si	5.161	2.8127	8.1784
Si	8.4059	0.4495	8.6737
Si	5.2177	8.1757	8.2185
Si	8.439	5.158	8.2769
Si	1.5438	4.1464	9.4253
Si	4.0155	0.9026	9.1538
Si	1.2533	9.922	8.9485
Si	3.9656	7.0406	9.8452
Si	7.1602	3.6761	9.3501
Si	9.968	1.7726	9.8784
Si	6.507	9.4248	9.8872
Si	10.2373	6.9958	9.399
Si	0.8014	0.5022	11.1916
Si	3.164	2.8448	10.2079
Si	0.8225	5.4536	11.2081
Si	2.3158	8.6721	10.5087
Si	4.0244	0.1501	11.4418
Si	9.1155	3.5459	11.2442
Si	6.0467	5.7479	10.7057
Si	8.6239	7.8828	10.892
Si	2.2015	0.5321	15.8037
Si	2.1252	2.1388	13.5372
Si	2.9614	7.6658	16.1916
Si	2.4448	9.3035	13.7965
Si	5.0024	2.9384	12.7179
Si	5.8031	6.0807	13.621
Si	3.3984	4.4956	14.8437
Si	7.4757	7.2242	18.5945
Si	1.0404	4.9419	13.791
Si	1.1902	0.3488	18.6265
Si	-1.1384	9.4187	19.6039
Si	4.7015	5.398	17.2882
Si	10.6399	-2.0028	12.5753
Si	7.7861	-7.0177	13.9347
Si	8.6156	7.0844	13.8675
Si	11.0618	7.7476	15.0277
Si	4.0017	-0.4008	19.5846
Si	8.9667	4.6073	19.0098
Si	0.755	14.1221	19.7574
Si	4.9173	6.272	20.2255
Si	7.0648	3.5188	17.0239
Si	5.0997	1.0559	17.2862
Si	5.3373	9.0669	17.5477
Si	10.3394	7.4555	21.508
O	-0.131	2.8041	21.0651
O	1.1254	2.0405	18.6547
O	2.0488	3.8807	20.3651
O	4.3152	0.1191	21.1459
O	0.1017	6.2704	22.1793
O	0.7801	4.1964	0.3619
O	4.1826	7.5212	20.8335
O	3.2122	5.7001	-0.2206
O	10.7716	-2.9667	19.9482
O	4.511	-5.1844	18.7752
O	6.1619	2.1806	17.0743
O	8.3852	4.2157	20.5161
O	5.3586	5.0529	21.1348
O	4.3248	1.0031	18.8292
O	5.0192	9.1806	19.1544
O	6.4518	6.9254	19.7206
O	-2.4598	-2.0625	18.8764
O	-0.1979	-0.3943	11.9639
O	4.3793	3.561	11.2722
O	1.6119	5.8335	12.5098
O	0.7393	8.108	11.4891
N	2.6967	9.3043	12.0975
O	2.9797	7.9161	14.5788
N	2.274	1.1824	11.8222
O	1.1227	1.4613	14.7798
O	8.342	2.7302	12.5298
N	6.1715	4.2549	13.4042
O	7.3654	6.6369	10.6458
N	3.6896	3.0776	13.9196
N	9.2206	8.0637	12.5937
O	1.1632	-7.4383	13.3351
O	2.8983	-0.2178	14.3531
O	5.1191	1.1087	12.527
O	6.4855	5.0617	17.1271
O	3.8207	6.6457	16.8826
O	4.3593	5.8081	14.2822
N	11.7072	8.8162	14.0465
O	1.3258	-0.0424	17.0598
O	10.7126	6.3652	14.065
O	9.9701	4.828	11.9915
O	12.6484	4.8579	15.1642
O	9.4585	8.0311	15.2079
O	4.1829	4.2009	16.2582
O	8.6168	5.3446	14.0061
O	10.5742	10.6713	18.9085
O	-1.339	-0.8252	21.0223
O	-5.3588	6.3951	12.0565
O	1.1821	7.3778	16.2467
O	-0.2902	4.3111	18.9698
O	0.0176	8.7155	22.7608
O	2.3231	10.5978	19.5281
O	3.7026	1.0641	16.2915
O	6.7423	9.6146	21.6733
O	6.865	7.233	14.0069
O	8.3009	3.2758	18.058
O	8.5471	-4.9089	18.1953
O	3.9453	8.9082	16.6129
O	8.7316	7.4328	21.87
O	5.9433	-0.3041	17.1629
O	7.3935	3.1581	15.454
O	6.417	7.9291	17.3645

Results
free energy: -38515.415 eV
free energy less fixed offsets of N -289.75, O -463.61, Si -117.95 eV per atom: 44.835 eV
pressure: -3.66 GPa
stress xx, yy, zz, yz, xz, xy (GPa, positive in tension): 4.96, 4.17, 1.85, 2.28, 0.56, 0.35

Forces (eV/angstrom), in the order of the atoms: element, x, y, z
Si	1.9187	-2.4961	1.0653
Si	1.3435	-0.6364	-1.3316
Si	1.1328	-1.6487	-2.5118
Si	0.9708	-0.097	-1.4803
Si	2.9957	-1.478	1.9074
Si	-0.8235	-0.3675	0.5912
Si	-0.5104	2.753	-1.0805
Si	1.2707	-3.9831	1.3563
Si	-0.2281	1.1143	-0.0351
Si	-0.5426	-0.1128	0.8971
Si	-1.5362	-0.8572	0.7051
Si	-0.4859	1.1254	-1.0148
Si	-0.4588	-0.2465	-0.3721
Si	-1.1227	2.3115	0.256
Si	0.2643	-0.4364	0.1387
Si	2.2523	1.0782	0.8104
Si	-0.0282	-1.2304	-2.748
Si	0.726	-1.4716	1.1297
Si	-0.0305	-0.5179	0.3461
Si	-0.1599	-0.8163	-0.7553
Si	0.5242	0.2374	-0.6896
Si	-0.1469	0.8108	1.0259
Si	1.8865	-0.3069	-0.4223
Si	-0.3059	0.101	-2.903
Si	3.0754	1.2483	1.3909
Si	0.5575	-0.6029	-0.1323
Si	-0.8416	-0.6072	0.0081
Si	-0.809	-1.5855	1.1385
Si	-2.4328	-1.6755	1.4597
Si	-1.3122	0.2472	1.9663
Si	-1.5604	0.4608	-0.1418
Si	1.3262	1.9187	0.4363
Si	-0.1838	-1.5827	-1.5301
Si	-0.6608	1.9279	0.5389
Si	-0.4926	0.2484	2.0029
Si	1.2407	1.2449	-2.4305
Si	1.2514	0.2211	-0.9038
Si	1.524	0.1882	-1.4035
Si	-0.1257	0.957	-0.0964
Si	0.7892	0.8039	-1.0985
Si	-3.2236	1.6867	0.2029
Si	1.5029	-3.0695	-1.1058
Si	-2.3264	-0.4292	-2.3428
Si	1.275	-0.9312	1.6559
Si	-2.1162	-0.6699	1.8244
Si	-0.1086	-0.1319	-2.2377
Si	-2.1444	0.9713	0.2838
Si	1.9862	0.1926	-0.0581
Si	0.707	-1.6447	2.9082
Si	3.0598	0.0522	-0.2383
Si	-2.5851	1.1114	2.6274
Si	1.309	0.2043	2.4787
Si	1.7107	-0.4832	-0.5504
Si	-2.1592	-1.4225	-0.3563
Si	0.6737	0.1232	-0.5466
Si	1.108	1.9809	0.6284
Si	-0.725	0.0045	-0.2519
Si	0.2867	0.8664	0.0884
Si	-0.3065	0.4199	-0.2238
Si	-0.2185	-0.4372	-0.9745
Si	-1.0941	0.4802	2.1572
Si	1.7214	0.9982	-0.2571
Si	1.3243	1.0918	0.14
Si	0.2672	-0.9243	0.1217
Si	0.4221	1.3277	-3.5332
Si	2.339	-1.184	1.2416
Si	-4.8481	0.4798	-3.0403
Si	-1.022	-1.4601	4.058
Si	-0.0441	0.4574	2.2761
Si	-0.8448	-0.7071	1.1414
Si	-0.4019	-0.5955	-1.8002
Si	-3.1937	-0.9341	-1.3175
Si	1.3461	0.9729	-1.694
Si	0.0342	-0.2111	-0.6338
Si	-3.8314	3.0045	-3.7587
Si	-0.7768	-5.3355	-2.5285
Si	-0.5421	0.0849	1.044
Si	-1.0689	-2.9596	-2.2914
Si	2.9657	0.6246	0.9794
Si	1.4583	3.3739	-2.3058
Si	-4.2591	4.7795	-1.622
Si	-2.0081	2.3747	-0.8011
Si	1.8553	-2.1553	-1.5403
Si	2.7521	-2.5247	-2.8747
Si	5.1706	1.9546	-0.2275
Si	-1.264	-0.2771	-0.4993
Si	0.5121	-1.1042	3.655
Si	-1.7541	-3.9214	1.5091
Si	-0.5555	1.3386	0.7142
Si	0.3896	-3.1112	-1.4666
Si	-1.6195	0.2935	-3.2613
Si	3.3896	0.3598	-2.4249
Si	1.0598	-0.8264	-1.67
Si	-3.2659	-0.489	0.5904
Si	-0.3856	1.7224	-1.3033
Si	-0.4889	5.7668	0.2388
O	-0.9282	-0.6814	-1.0279
O	-0.3365	-1.2932	1.3419
O	0.6016	-0.7256	2.7107
O	-0.3371	-1.3376	-1.106
O	1.2744	-2.7588	1.7141
O	-0.2015	1.8354	2.661
O	-1.8045	0.2711	2.6822
O	0.8338	-1.1611	0.6669
O	-2.3302	1.7725	1.5623
O	-0.741	-1.0671	3.6538
O	-1.4076	0.734	1.6322
O	1.2593	0.5496	-0.5371
O	-0.2465	-1.4293	1.5528
O	1.9676	-0.322	-2.4008
O	-2.7794	2.5039	0.0645
O	-0.8046	-0.85	1.8109
O	-0.6376	-2.3278	-0.0189
O	-2.0505	-2.9798	2.953
O	-1.1758	-1.5965	-0.0594
O	1.5996	-1.1102	1.1908
O	0.3336	0.1902	-2.2322
N	2.9787	2.4613	-1.3364
O	1.1762	1.188	-0.0279
N	0.7668	2.1969	2.3508
O	3.8589	-0.4365	0.8008
O	0.1818	3.0871	2.4499
N	0.6277	-1.2003	-1.066
O	3.8177	1.8296	0.1822
N	-2.1081	-1.4691	-1.3407
N	-3.2164	-1.0834	-1.667
O	-1.4679	-1.1005	-1.7739
O	-0.2368	2.3233	3.3856
O	-1.4364	2.2204	-1.3343
O	-3.712	-0.2861	0.2997
O	0.6567	-2.8739	-0.2059
O	-1.7533	-0.7607	1.265
N	-1.777	4.0753	-3.5878
O	1.5848	0.0859	-2.2339
O	2.8274	-2.2551	1.1551
O	1.929	-1.0399	-2.8315
O	4.1095	0.2703	1.367
O	-1.8951	-1.4794	-1.0969
O	-0.5682	0.8437	1.6536
O	-2.0421	-0.4686	0.2691
O	-0.2756	-1.6063	0.2934
O	-1.0802	1.0666	1.4396
O	-1.5261	0.2396	2.025
O	2.8697	0.9494	1.5654
O	-0.2573	-0.1082	0.4634
O	-1.6956	0.9177	-2.1161
O	1.8764	-1.8391	0.6704
O	0.014	0.2963	0.9203
O	-2.7398	3.5035	-1.5808
O	2.1105	-0.4226	0.698
O	-0.0022	2.7989	0.6456
O	-0.6046	1.7446	1.9609
O	0.4993	1.7598	1.9562
O	-1.5067	0.928	-1.1061
O	-0.7281	-1.7453	-0.2763
O	2.8848	1.8111	-2.838
O	2.0886	-2.0344	0.8722

The program warned: the forces do not sum to zero within the program's tolerance.
